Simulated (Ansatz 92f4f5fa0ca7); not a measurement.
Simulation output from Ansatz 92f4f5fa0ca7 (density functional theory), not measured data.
Periodic cell of 220 atoms, Si132O88, from a study of silicon, its oxide and their interface. The atomic structure is a simulated model.
Doubt: the cutoff is far below the 930 eV that the study's wrapper takes by default for these files, so forces and energies are approximate.
This geometry differs little from another in the collection (a relaxation step or a small displacement).

Settings
functional: PBE
potential files: Ansatz PAW
basis: plane waves
wave-function cutoff: 580 eV
density cutoff ratio: 5
exchange-correlation grid ratio: 1
k mesh: 1 x 1 x 1, Gamma-centred
self-consistency stop: 5e-08 eV per atom in the density residual
occupations: fixed
spin: none
net charge: 0

Cell vectors (angstrom)
a  10.938  0  0
b  0  10.938  0
c  0  0  33.3052

Atoms and the computed forces on them: element, x, y, z (angstrom), force x, y, z (eV/angstrom)
Si  -0.2077  0.1981  25.7405  0.0037  -0.0015  0.0259
Si  5.969  -0.5513  25.7593  -0.0006  0.0001  -0.0044
Si  2.8534  2.8028  25.8311  0.0038  -0.0055  0.0108
Si  8.3405  2.3217  25.9075  -0.0074  -0.0095  -0.0009
Si  -0.4861  6.0084  25.7181  0.0017  -0.0008  -0.0048
Si  5.3634  5.6945  25.7882  0.001  -0.0031  0.0192
Si  3.0138  7.8397  25.8209  0.0011  0.0033  0.0023
Si  8.2221  8.2243  26.139  0.0025  -0.0005  0.0226
Si  1.4189  1.3595  27.0554  -0.0031  0  0.0007
Si  6.8631  1.1434  27.2274  -0.0019  0.004  0.0116
Si  4.2236  4.1074  27.1693  -0.0019  -0.0016  -0.0007
Si  9.5222  4.1276  26.9789  0.0035  0.0061  0.0181
Si  1.3257  6.793  27.1151  0.0004  0.0011  0.0126
Si  6.8103  6.8024  27.2845  0.0009  0.0026  0.0014
Si  4.1821  9.472  27.0763  -0.0026  0.0038  0.0121
Si  9.6851  9.6238  27.2498  -0.0011  -0.0011  0.0002
Si  2.7717  -0.0363  28.4445  -0.0018  0.0038  0.0043
Si  8.2631  -0.0601  28.6175  0.0027  -0.0031  0.0015
Si  0.0128  2.7658  28.4276  0.0036  -0.002  0.0037
Si  5.5268  2.6678  28.5113  -0.0027  0.0023  0.0019
Si  2.7385  5.4334  28.5017  0.0035  -0.0025  0.0001
Si  8.2207  5.4036  28.521  -0.0035  0.0032  0.0038
Si  0.0716  8.1898  28.5452  -0.004  0.0038  0.002
Si  5.4612  8.1958  28.5784  0.004  -0.0037  0.0044
Si  4.1018  1.3673  29.8869  -0.0728  -0.1616  -0.2884
Si  9.5708  1.3673  29.8869  0.3083  0.4782  -0.0105
Si  1.3673  4.1018  29.8869  -0.0293  -0.1647  -0.1627
Si  6.8362  4.1018  29.8869  0.1528  -0.4215  0.1095
Si  4.1018  6.8362  29.8869  -0.3927  -0.1078  0.1564
Si  9.5708  6.8362  29.8869  0.0812  -0.1172  -0.1931
Si  1.3673  9.5708  29.8869  0.4743  0.1177  0.027
Si  6.8362  9.5708  29.8869  0.0377  -0.2488  0.5717
Si  0  0  31.2542  0.1258  0.1503  -0.048
Si  5.469  0  31.2542  -0.0018  0.009  0.0098
Si  2.7345  2.7345  31.2542  -0.096  -0.0526  -0.0508
Si  8.2035  2.7345  31.2542  0.0173  0.0805  0.0356
Si  0  5.469  31.2542  -0.0372  0.0413  -0.0122
Si  5.469  5.469  31.2542  -0.0908  -0.0405  -0.0519
Si  2.7345  8.2035  31.2542  -0.0016  0.0407  0.0312
Si  8.2035  8.2035  31.2542  -0.1346  -0.0409  0.0154
Si  1.3673  1.3673  32.6214  0.0048  -0.0477  0.0124
Si  6.8362  1.3673  32.6214  0.0348  -0.0431  -0.0235
Si  4.1018  4.1018  32.6214  0.0152  -0.0036  -0.0239
Si  9.5708  4.1018  32.6214  0.0018  -0.0356  -0.0147
Si  1.3673  6.8362  32.6214  0.0501  0.0278  -0.0288
Si  6.8362  6.8362  32.6214  0.0837  -0.0143  -0.0016
Si  4.1018  9.5708  32.6214  0.0014  -0.059  -0.0257
Si  9.5708  9.5708  32.6214  0.0042  -0.0077  -0.033
Si  2.7345  0  0.6835  0.0236  -0.0193  -0.0115
Si  8.2035  0  0.6835  -0.0567  0.0444  0.0142
Si  0  2.7345  0.6835  -0.0284  0.035  0.0212
Si  5.469  2.7345  0.6835  -0.0243  0.0142  0.0422
Si  2.7345  5.469  0.6835  -0.0669  0.0517  0.0083
Si  8.2035  5.469  0.6835  0.018  -0.0134  -0.0013
Si  0  8.2035  0.6835  -0.0184  -0.0293  0.0418
Si  5.469  8.2035  0.6835  -0.0288  0.0689  0.0141
Si  4.1018  1.3673  2.0507  -0.0673  -0.0832  0.0472
Si  9.5708  1.3673  2.0507  0.0659  -0.0849  -0.0585
Si  1.3673  4.1018  2.0507  0.078  -0.0243  -0.0151
Si  6.8362  4.1018  2.0507  0.0876  0.0566  0.0557
Si  4.1018  6.8362  2.0507  -0.0297  -0.0572  -0.0119
Si  9.5708  6.8362  2.0507  -0.1104  -0.014  0.0175
Si  1.3673  9.5708  2.0507  0.1541  0.1668  0.0307
Si  6.8362  9.5708  2.0507  0.0309  -0.1026  -0.0342
Si  0  0  3.418  0.0047  0.5815  -0.6689
Si  5.469  0  3.418  0.1048  0.0804  0.0757
Si  2.7345  2.7345  3.418  -0.0813  0.2582  -0.0648
Si  8.2035  2.7345  3.418  -0.014  0.0492  0.329
Si  0  5.469  3.418  -0.154  -0.2008  0.1135
Si  5.469  5.469  3.418  -0.1202  0.1414  0.2928
Si  2.7345  8.2035  3.418  0.3245  -0.0229  -0.0012
Si  8.2035  8.2035  3.418  -0.4614  -0.3063  -0.4921
Si  1.2608  1.4845  4.7561  0.0106  0.005  -0.0004
Si  6.8153  1.388  4.8177  -0.003  -0.0084  0.0008
Si  4.1121  4.0738  4.82  -0.002  -0.0058  0.0085
Si  9.5265  4.139  4.8524  0.0006  -0.0039  -0.0112
Si  1.3641  6.8389  4.7506  -0.0048  -0.0052  0.0102
Si  6.7975  6.8879  4.8274  0.0066  -0.0048  0.0011
Si  4.1371  9.5662  4.7997  -0.0056  -0.0118  0.0054
Si  9.5444  9.5967  4.6375  -0.0145  -0.007  0.0045
Si  2.6447  0.0345  5.9357  0.0071  0.0012  -0.0116
Si  8.2778  -0.005  6.0336  0.0002  -0.0134  0.0052
Si  -0.0645  2.8317  6.3232  -0.0208  -0.0301  0.0008
Si  5.4574  2.6962  6.2918  0.002  -0.0001  -0.0134
Si  2.7526  5.5414  6.1479  0.0004  0.0013  0.0075
Si  8.1085  5.4733  6.2197  -0.001  0.0136  0.0032
Si  -0.0816  8.2349  5.9386  0.0032  0.0011  -0.0132
Si  5.5456  8.3244  6.3168  0.0003  0.0131  -0.0087
Si  3.672  1.5289  7.3688  0.0104  -0.0092  -0.0079
Si  9.8063  1.0418  7.4682  -0.0299  0.0276  0.0872
Si  1.6242  4.0128  7.5739  0.0136  -0.0285  -0.0835
Si  6.5449  4.3504  7.646  0.0056  -0.0286  0.0841
Si  4.3427  6.6672  7.4787  0.0321  -0.0384  -0.0518
Si  9.3903  7.0948  7.3271  -0.0998  0.0776  -0.102
Si  1.0848  9.7961  7.1867  -0.0247  0.0568  -0.0984
Si  7.3086  9.4585  7.5803  -0.018  0.0572  -0.0105
O  1.8631  3.8959  25.1062  -0.0081  0.0064  -0.0182
O  7.1485  9.2643  25.3435  -0.003  0.0033  -0.0098
O  2.7279  2.8355  7.7928  0.0041  0.0042  0.0121
O  8.3751  8.2335  8.0259  0.0209  -0.0417  0.0235
O  5.3975  5.4964  7.9521  -0.0233  0.04  -0.0097
O  0.0689  -0.028  7.8552  -0.0144  0.0167  -0.0038
O  4.1591  6.7393  25.2981  0.0052  -0.0052  -0.0089
O  9.5389  1.2963  25.3416  0.0021  -0.0024  -0.0079
O  1.7749  8.9548  8.377  0.0321  -0.0731  0.1199
O  1.3838  4.584  9.3229  -0.1317  0.0917  0.2069
O  9.0171  1.3203  8.8848  0.0385  -0.036  -0.1303
O  7.0061  10.4569  8.8863  -0.0181  -0.0574  -0.0457
O  3.6904  0.6682  8.7918  -0.024  -0.0117  0.0367
O  3.6488  7.1666  8.8761  -0.0384  0.0148  0.066
O  7.0644  3.8701  9.1434  -0.0352  0.0567  -0.1635
O  10.4634  6.3057  8.3255  -0.0064  -0.0894  0.1748
O  3.8468  2.1217  24.7003  0.0012  -0.0124  -0.0014
O  5.4226  0.0163  24.3051  -0.0085  0.0052  0.0061
O  7.2176  2.7088  24.7356  -0.0016  0.0065  -0.0023
O  11.1158  5.6997  24.2345  0.0125  -0.0133  -0.0013
O  9.2806  7.1546  25.3702  0.0019  -0.0007  -0.0067
O  2.2945  8.4602  24.4752  -0.0053  0.0082  -0.0019
O  6.2153  5.1574  24.461  0.0066  -0.0049  -0.0038
O  0.3773  10.3609  24.3858  0.0085  -0.0086  -0.0117
Si  2.4525  8.0571  9.5183  0.0605  0.0364  -0.0488
Si  10.9814  6.7455  14.375  0.497  0.7372  0.4581
Si  0.0045  -5.1292  17.1819  -0.0777  -0.0771  0.1793
Si  4.1663  0.8715  23.6983  -0.0009  0.0092  0.0011
Si  7.4277  -2.0139  20.304  -0.0072  0.0163  -0.0119
Si  8.2864  0.817  21.2091  0.0023  0.0123  -0.0092
Si  1.7176  9.7416  23.647  0.0058  0.0078  0.0064
Si  10.5109  9.5115  14.4207  -0.0606  0.2622  -0.0507
Si  3.9158  9.7962  11.7381  0.086  0.0815  -0.0179
Si  4.945  16.1468  12.0214  0.3518  -0.1366  0.0348
Si  6.9304  1.8049  16.7742  0.0273  0.0034  -0.0908
Si  4.6247  7.4717  20.209  -0.0024  0.0001  -0.0083
Si  13.2193  8.5354  14.0898  0.1334  0.1491  0.0682
Si  3.759  1.4943  10.2098  0.1305  -0.003  -0.0313
Si  7.9488  11.4583  9.8453  -0.0211  0.2459  0.1761
Si  1.7219  8.3734  20.7712  0.0063  0.0118  0.0131
Si  2.5307  -5.4066  21.2362  0.0003  -0.0051  0.0151
Si  2.204  3.9706  10.8879  0.3076  -0.2556  -0.4807
Si  8.26  4.399  17.5198  -0.0737  -0.0768  -0.0287
Si  6.9515  3.926  23.6645  -0.0048  -0.0006  0.0008
Si  12.6172  3.6527  18.8006  0.0202  -0.039  0.0224
Si  6.3697  3.0763  10.4146  0.4243  -0.0364  0.2623
Si  4.5309  2.9713  18.3839  0.0247  -0.0199  -0.0135
Si  7.9552  -0.2326  14.9911  -0.0341  0.1059  -0.0675
Si  10.356  4.5553  12.2456  -2.2439  -2.5325  -0.0535
Si  -1.3663  3.133  22.5405  -0.0024  0.004  0.0117
Si  6.237  7.9052  12.283  -0.0128  0.0011  -0.0087
Si  8.5854  9.6254  12.2804  -0.061  0.1901  -0.0686
Si  5.5535  2.3306  21.3628  -0.0063  -0.0004  0.0084
Si  12.0236  4.4169  23.7815  -0.0082  0.0049  0.0097
Si  9.8629  2.7105  19.6589  -0.016  -0.0051  -0.0011
Si  11.1883  5.9398  9.7272  0.8652  0.3584  -0.8777
Si  -5.3429  5.8776  17.6384  0.0023  -0.0128  0.0027
Si  -0.8655  -2.5947  19.028  -0.014  0.0463  0.0211
Si  8.0079  10.1184  17.7009  -0.0232  0.0381  -0.0244
Si  4.7874  6.7871  14.6388  0.0754  -0.0324  -0.0076
O  7.6338  10.2921  13.4536  0.0102  -0.0553  0.0161
O  6.9925  9.5506  18.851  0.0015  -0.0072  0.0117
O  7.8258  8.1844  11.986  0.0197  -0.0455  0.0014
O  -1.5871  1.1861  20.0088  0.0052  0.0029  0.0054
O  4.5576  5.4829  13.6088  -0.0677  0.0265  0.0266
O  7.5252  9.6509  16.1989  0.0082  -0.0343  0.0284
O  -1.4234  -1.381  18.0592  0.0188  -0.0194  0.0076
O  4.9051  13.5327  9.8973  -0.1224  -0.0153  -0.0254
O  5.4301  9.2211  11.738  0.0111  -0.0127  0.0061
O  1.3177  7.0811  10.171  -0.1161  -0.1209  0.0895
O  7.0632  1.1196  15.2835  -0.0184  -0.0254  0.0474
O  8.4759  4.2281  23.118  0.0087  -0.0059  0.0014
O  5.646  6.5941  11.4773  -0.0337  0.0337  -0.0032
O  1.4869  6.7775  21.0588  -0.0025  0.0014  0.0034
O  -2.1411  8.009  20.0584  0.0124  -0.0093  0.0039
O  10.1363  9.5752  12.8017  0.0617  -0.0864  0.0481
O  15.7399  4.4935  17.9054  -0.0025  0.017  0.0068
O  6.0439  8.1395  20.8191  -0.002  -0.0023  0.0121
O  2.828  -0.0223  23.6221  -0.0032  -0.0063  0.0118
O  3.1319  9.5239  13.1192  -0.0609  -0.0402  0.0631
O  5.9991  3.526  22.399  -0.0036  -0.0057  -0.0013
O  9.9635  3.5802  21.0362  0.0048  0.0009  -0.0084
O  2.2437  4.3435  20.1698  -0.0102  -0.0034  -0.0111
O  -5.9283  7.0033  18.6816  -0.0011  0.0005  0.0028
O  0.5294  -2.0907  19.7504  -0.0121  -0.0081  -0.0049
O  8.6695  10.4908  10.9127  0.0146  -0.127  0.0493
O  11.6472  6.2812  15.8052  -0.0675  -0.0213  -0.2359
O  12.047  4.1611  12.0039  -1.1385  0.8357  0.6
O  9.6227  10.7157  15.1171  0.0554  -0.0882  0.0141
O  10.2119  5.5862  13.6148  0.2717  -1.0004  -1.7148
O  0.4178  2.6284  19.0165  0.0104  0.0132  0.001
O  4.0055  11.3962  11.4276  -0.0272  -0.0194  0.0013
O  1.2987  7.3736  13.4673  -0.1647  -0.1921  -0.0527
O  12.126  9.59  14.7835  -0.0056  -0.0762  -0.0069
O  7.201  5.6028  17.8924  0.0077  0.0138  0.0063
O  3.4392  -3.2424  14.9149  -0.0755  0.0052  -0.0041
O  12.0786  4.87  17.8738  -0.0169  0.0451  -0.0409
O  10.9842  3.2154  23.3629  0.0002  0.0024  0.0076
O  5.9315  18.6298  13.8808  -0.0195  -0.0071  0.0181
O  2.219  4.8455  22.6926  0.0066  0.0091  -0.0052
O  6.8555  1.5048  20.8837  0.0032  -0.0039  0.0085
O  5.3373  -4.6141  16.0938  -0.0179  0.0106  -0.0067
O  1.4529  -1.6745  22.1199  -0.0007  -0.0114  -0.0175
O  -2.1819  3.5479  18.8176  0.0115  0.0171  0.006
O  9.577  4.9965  16.7945  0.0706  0.0584  -0.0342
O  9.3358  3.2909  12.2557  2.1104  2.5012  -0.0001
O  4.5142  1.3791  22.1935  0.0046  0.0076  -0.0022
O  3.3083  -2.4268  20.2415  0.0008  -0.0016  0.0059
O  2.9126  2.7576  18.1846  -0.0155  0.0099  0.0064
O  3.568  4.8252  11.1707  -0.2039  0.0168  0.0011
O  6.0545  4.0134  11.7277  -0.257  0.1461  0.0227
O  9.9986  8.0063  14.83  0.0013  -0.28  -0.0564
O  -6.0664  2.8537  19.9877  -0.0093  0.0062  -0.0003
O  7.8766  11.7649  17.7101  0.0109  -0.0213  0.0326
O  7.9622  -0.7923  21.3134  -0.0016  -0.0119  0.0067
O  4.0661  6.1548  21.0748  0.0011  0.0056  0.0057
O  8.9402  1.5944  22.525  -0.0048  -0.0046  0.0023
O  2.4374  2.3979  10.5551  -0.1133  0.2023  0.1336
O  18.4432  3.3137  16.5718  0.0063  0.0305  0.0502
O  3.0356  9.0524  10.6142  -0.0525  -0.0405  -0.03
O  10.1317  5.5145  10.793  -0.1879  -0.4561  1.7462
O  7.1596  1.6759  10.682  -0.1072  -0.1479  -0.1549
O  10.4895  -3.9201  18.1832  0.0228  -0.0278  -0.0441
O  5.4272  1.9349  17.4614  -0.0243  0.0091  0.0263

Results
free energy: -133957.798 eV
free energy less fixed offsets of O -568.88, Si -635.61 eV per atom: 4.162 eV

The program warned: the cutoff lies below the one the program advises for these potential files; the exchange-correlation potential is rough where the density is thin.
